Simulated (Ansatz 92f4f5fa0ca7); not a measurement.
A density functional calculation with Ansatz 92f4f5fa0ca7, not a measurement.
Periodic cell of 220 atoms, Si132O88, from a study of silicon, its oxide and their interface. The atomic structure is a simulated model.
This geometry differs little from another in the collection (a relaxation step or a small displacement).

Settings: functional r2SCAN; potential files Ansatz PAW; basis plane waves; wave-function cutoff 800 eV; density cutoff ratio 5; exchange-correlation grid ratio 1; k mesh 1 x 1 x 1, shifted by 0.5 0.5 0 of a step; self-consistency stop 1e-10 eV per atom in the density residual; occupations fixed; spin none; net charge 0.

Cell vectors (angstrom)
a 10.88 0 0
b 0 10.88 0
c 0 0 32.0878

Atoms and the computed forces on them: element, x, y, z (angstrom), force x, y, z (eV/angstrom)
Si 0.4726 -0.8192 -0.2802 -0.0073 0.0089 -0.0647
Si 2.719 3.3586 -0.0935 0.0041 -0.0063 -0.059
Si 0.3307 5.3854 -0.2753 -0.0071 0.0092 -0.0557
Si 2.8381 8.1314 0.2486 0.0022 0.0025 -0.0247
Si 5.6738 -0.1642 0.0143 -0.0066 0.0097 -0.0449
Si 8.2788 2.6089 -0.2953 -0.0012 -0.0082 -0.069
Si 5.1457 6.1062 -0.1306 0.0078 -0.0024 -0.0541
Si 7.9232 8.5697 0.0836 -0.0107 0.0018 -0.0608
Si 1.6471 1.633 1.1643 0.001 -0.0058 -0.0096
Si 4.1922 4.4293 1.2874 0.0063 -0.0005 0.0093
Si 1.3715 6.7562 1.3705 -0.0015 0.0005 0.0047
Si 4.1797 9.6006 1.424 0.005 -0.0009 0.0046
Si 6.859 1.464 1.2005 -0.0012 -0.0031 0.0089
Si 9.6341 4.0972 0.9991 0.0029 0.0032 0.0065
Si 6.7677 6.9924 1.3153 0.003 -0.0022 0.0095
Si 9.663 9.5315 1.2998 -0.0007 0.0016 0.0087
Si 0.0893 2.8163 2.5098 -0.0023 -0.0022 0.0026
Si 2.7982 0.1544 2.6228 -0.0002 -0.0021 0.0012
Si 0.01 8.1299 2.6806 0.0036 0.0012 0.0009
Si 2.7725 5.5271 2.7618 0.0007 0.0009 0.0039
Si 5.4835 2.848 2.5262 -0.0005 0.0014 0.0003
Si 8.2852 0.125 2.5736 -0.0034 -0.0037 0.0028
Si 5.4858 8.2522 2.796 0.0005 0.0039 0.0019
Si 8.2157 5.4643 2.4338 0.0003 0.0015 0.0022
Si 1.4065 4.0997 3.9945 0.0012 -0.0006 -0.0002
Si 4.1634 1.4724 3.9668 0.0019 0 0.0004
Si 1.3977 9.5884 3.9163 -0.0008 0.0018 0.0019
Si 4.1049 6.8899 4.0946 0.0006 -0.0013 -0.0008
Si 6.8718 4.1513 3.8815 -0.0003 0.0019 -0.0006
Si 9.6116 1.473 3.9279 0.0033 0.0009 -0.001
Si 6.9225 9.6303 3.9923 0.0007 -0.0012 -0.0021
Si 9.5223 6.7679 3.9615 0.0004 -0.0016 -0.0006
Si 0.0355 0.0384 5.2779 0.0005 0.0001 -0.0002
Si 2.7505 2.7366 5.3463 -0.0005 0.0005 -0.0005
Si 0.0281 5.4513 5.3384 -0.0015 0 0.0002
Si 2.708 8.2496 5.3579 0.0006 -0.0004 0.0001
Si 5.5015 0.0749 5.3288 0.001 0.0012 -0.0004
Si 8.2019 2.7883 5.2788 -0.002 -0.0014 0.0003
Si 5.4976 5.4543 5.3084 0.0005 0.0016 -0.0005
Si 8.2016 8.1779 5.3224 -0.001 0.0011 -0.0011
Si 1.3855 1.346 6.6744 0.0007 -0.0008 0.0005
Si 4.1299 4.0929 6.6678 -0.0001 0.0006 0.0004
Si 1.3769 6.8337 6.6998 0.001 0.0007 -0.0005
Si 4.1022 9.5657 6.6776 0.0009 -0.0006 0.0002
Si 6.8497 1.4324 6.6712 0.0002 0.0005 0.0001
Si 9.545 4.0988 6.6828 0.0019 0.0005 -0.0003
Si 6.8311 6.8129 6.6696 0.0007 -0.0008 0.0006
Si 9.5683 9.554 6.6527 0 0.0011 0.0006
Si 0.0014 2.6955 8.0136 0.0006 0.0005 0.0003
Si 2.72 -0.0086 8.0516 -0.0001 0.0018 -0.0002
Si -0.0225 8.1617 8.0423 -0.0002 -0.0002 -0.0002
Si 2.7784 5.4438 8.0215 0.0001 0.0007 -0.0002
Si 5.4466 2.7251 8.0555 0.0005 0.0008 0
Si 8.2023 0.0467 8.0011 -0.0014 0.0007 -0.0001
Si 5.4327 8.14 8.0017 0.0008 0.0013 0.0004
Si 8.1621 5.4315 8.0364 0.0001 0.0004 0.001
Si 1.4151 4.0239 9.3109 -0.0001 -0.0003 -0.0008
Si 4.0994 1.3191 9.4011 0.0009 0 0.0006
Si 1.3337 9.504 9.3907 0.0003 -0.001 0.0017
Si 4.1514 6.7434 9.4328 0.0004 -0.0002 0.0012
Si 6.7947 4.0843 9.4144 -0.0001 0.0001 -0.0006
Si 9.4962 1.4132 9.4355 0.0014 -0.0002 0.0002
Si 6.8134 9.5241 9.2647 0.0032 -0.0001 0.0011
Si 9.492 6.7846 9.398 0.0003 0.0009 0.0005
Si -0.0645 -0.0125 10.7376 -0.0008 0.0038 0.0022
Si 2.7182 2.6627 10.7347 -0.0001 -0.0011 0.0018
Si 0.0235 5.3443 10.6237 0.0019 0.0047 0.0011
Si 2.7167 8.0996 10.6716 0.0004 -0.0013 -0.0001
Si 5.5087 -0.0657 10.6901 -0.0027 0.0001 -0.0005
Si 8.0886 2.7613 10.8436 -0.0009 0.0021 -0.0023
Si 5.524 5.3823 10.8929 0.001 0.0012 -0.0006
Si 8.0325 8.1472 10.678 -0.003 0.0036 0.0012
Si 1.311 1.3145 12.0826 0.0014 -0.0041 0.0027
Si 4.1107 3.9245 12.1612 0.0002 0.0044 0.0023
Si 1.3713 6.6715 11.9612 0.001 -0.0012 0.0014
Si 4.154 9.3896 11.9723 -0.0017 0.0056 0.0075
Si 6.7458 1.2881 12.1791 0.0027 0.0003 0.006
Si 9.4938 4.197 12.1166 0.0024 -0.0015 0.0054
Si 6.8328 6.8704 12.2974 -0.0011 0.0024 0.004
Si 9.3592 9.5005 11.9957 0.0027 -0.0094 -0.0039
Si -0.1506 2.6581 13.361 -0.0014 0.002 -0.0012
Si 2.8679 -0.0557 13.2263 0.0007 0.0037 -0.0282
Si -0.2916 7.8517 13.0488 0.0016 0.0067 -0.0018
Si 2.8476 5.4469 13.367 -0.0025 0.0061 -0.0289
Si 5.0405 2.2064 13.5802 -0.0057 -0.0029 -0.0104
Si 7.9926 -0.157 13.5609 -0.0013 0.0039 0.0069
Si 4.9968 7.8032 13.565 -0.0009 -0.0032 -0.0125
Si 8.8679 6.1889 13.3917 0.0003 0.0072 0.0002
Si 0.8141 3.9044 15.0248 -0.0043 0.0013 -0.0446
Si 5.8988 1.9332 15.7652 -0.011 -0.0118 -0.0217
Si 0.8037 9.1813 14.6465 -0.0065 -0.0027 -0.0486
Si 5.3851 8.4581 15.8194 0.0139 0.005 -0.054
Si 7.7715 4.4089 16.69 -0.008 0.0033 -0.0326
Si 9.7738 0.8849 14.6418 -0.0008 0.0031 -0.0411
Si 6.6439 10.4977 15.591 -0.0049 0.0122 -0.0315
Si 9.3595 5.9294 15.71 -0.0041 0.0023 -0.0377
Si 1.0234 -1.631 22.4402 -0.0073 0.0057 -0.0755
Si 10.4375 7.9768 17.0074 -0.0214 -0.0096 -0.0597
Si -5.1291 8.1982 23.5313 -0.0132 0.0184 -0.069
Si 1.5922 13.2064 17.4358 0.0024 0.0023 -0.0554
Si -1.2364 4.3827 19.2977 -0.0186 -0.0064 -0.0721
Si 8.9581 10.8024 17.3176 -0.0084 0.0016 -0.0582
Si 4.0722 -1.5765 18.3904 -0.001 0.0147 -0.069
Si 10.2416 12.3837 19.5987 -0.0023 0.0073 -0.0785
Si 1.5775 5.1734 20.2694 0.0098 0.0063 -0.0757
Si 3.9507 10.3493 23.3054 0.0092 -0.0088 -0.0596
Si 4.3477 1.4021 17.6 0.0084 0.0079 -0.0469
Si 11.5858 10.5161 26.2437 0.0115 -0.0054 -0.0714
Si 6.0022 5.7407 17.403 0.004 0.0005 -0.0575
Si 6.6412 11.3314 21.7067 0.0069 -0.0046 -0.0562
Si 7.9941 7.9302 25.4587 -0.0048 -0.0077 -0.0667
Si 14.5302 4.0888 18.4746 0.0074 -0.0089 -0.0572
Si 1.3447 8.1636 19.6041 -0.0068 -0.0057 -0.0774
Si 5.6718 5.8993 25.2059 0.0015 0.007 -0.0451
Si 7.2876 5.9236 20.3019 0.0027 0.001 -0.0795
Si 0.3852 7.7953 24.9213 0.0041 -0.0052 -0.0643
Si 5.412 14.0337 27.7578 -0.0021 0.0012 -0.0953
Si 6.8816 3.4452 22.0791 0.0006 0.0113 -0.0767
Si 12.1213 14.9554 23.2312 -0.0161 0.0073 -0.0788
Si 9.7114 11.423 22.5029 0.0018 0.003 -0.0692
Si 6.1678 8.6828 20.5591 -0.0001 -0.0125 -0.0762
Si 9.2702 3.2775 23.7743 0.0038 -0.0083 -0.0616
Si 17.4426 3.7113 25.0379 0.0191 -0.0056 -0.0719
Si 13.3825 16.4567 25.5399 -0.0039 0.0135 -0.0594
Si 2.1846 1.6305 24.5977 -0.001 -0.0086 -0.0707
Si 4.0962 1.5469 29.951 -0.0051 -0.0006 -0.0788
Si 1.4347 12.252 28.4865 0.0117 -0.0002 -0.0734
Si 7.034 4.8156 29.7987 0.0005 -0.0076 -0.0823
Si 13.4768 3.6677 26.8856 0.0075 -0.001 -0.0603
Si -1.199 11.3473 29.7889 0.0003 -0.0008 -0.0777
Si 9.0888 9.37 27.7969 0.0001 0.0042 -0.0846
Si 9.3077 6.9533 29.7917 -0.0099 0.0127 -0.081
O -13.1389 10.5375 -3.2437 0.006 0.0123 0.0398
O 8.4519 3.6517 -9.6599 0.0073 -0.001 0.0387
O 1.5244 4.3242 -0.7468 -0.0012 0.003 0.037
O -0.2703 6.2302 -1.5843 0.0182 -0.02 0.0421
O -2.3413 7.8429 -1.2165 -0.0014 0.0049 0.0681
O 1.737 9.0614 -0.5856 0.0044 -0.0057 0.0284
O -0.3586 10.1193 -1.6615 0.0116 -0.0132 0.0494
O 4.8462 0.4165 -1.2689 0.0093 -0.0194 0.0448
O 6.8413 -1.2063 -0.4911 0.0031 0.002 0.0188
O 6.4791 4.1533 -3.651 0.013 0.0134 0.0545
O 7.4939 3.6126 -1.3121 0.0195 -0.0055 0.0505
O 5.8481 5.6278 -1.5333 -0.0157 0.0154 0.0469
O 3.9279 7.1568 -0.5607 -0.0002 -0.0033 0.0246
O 11.8437 11.5801 -0.006 0.007 0.0103 0.0291
O 4.6177 20.0375 -7.8826 0.0022 -0.0041 0.0288
O -0.2568 4.1739 23.8961 0.0029 0.0016 0.0257
O 0.1938 -3.0622 18.5004 0.0294 0.0067 0.0538
O 2.3098 3.7564 17.6511 0.0029 0.0053 0.0212
O 4.478 5.1759 17.6003 -0.0134 -0.0006 0.0218
O 0.0449 10.6088 14.6792 0.0044 -0.0043 0.0328
O 9.5098 9.3062 17.0443 0.0113 0.0055 0.0204
O 2.2387 4.6316 14.6645 -0.0063 -0.0022 0.0291
O 8.8758 4.1677 17.887 0.0201 -0.0118 0.0599
O 4.4801 2.687 18.6266 -0.0048 0.0093 0.0311
O 6.0753 7.1129 16.5066 -0.0003 -0.0228 0.0343
O 9.4705 1.0375 16.2515 0.0009 -0.0021 0.0374
O 11.6721 2.6544 16.0837 0.0126 -0.0074 0.0373
O 7.3735 10.6336 17.0896 0.018 -0.0049 0.0351
O 3.8803 11.9261 13.9169 0.0019 0.0043 0.018
O 11.7119 8.3776 16.0576 0.0026 -0.0002 0.0392
O 14.7831 6.5919 13.8731 0.0059 0.0021 0.0159
O 2.3205 -1.1912 14.3002 -0.0049 -0.0001 0.0205
O 0.753 -1.8795 20.8562 -0.0023 0.0099 0.0496
O 0.3294 15.7006 19.261 0.0091 0.0045 0.0257
O 4.5357 10.8721 18.4015 -0.0034 -0.0162 0.0311
O -1.5677 0.458 18.7876 0.004 0.0138 0.0442
O 10.7853 5.1008 15.6252 0.0042 -0.0072 0.0318
O 1.83 -4.1188 20.2335 -0.0009 0.0012 0.0294
O 0.6995 12.6609 18.6852 -0.0154 -0.0062 0.0317
O 13.456 9.0033 18.942 -0.0104 -0.0043 0.0277
O 12.6071 13.4046 23.3183 0.0085 -0.0083 0.0337
O 6.5083 5.9485 18.9098 0.0096 0.0046 0.0612
O 18.1834 7.5126 20.6606 -0.0063 0.0116 0.0298
O 19.7162 16.3696 20.1462 -0.0084 0.0079 0.0329
O 10.6997 -0.6551 22.9899 0.0034 -0.0047 0.0276
O 2.7849 1.2792 17.111 -0.0021 -0.0014 0.0226
O 1.1665 4.5746 21.7043 -0.0044 -0.0138 0.0606
O 3.0497 4.5718 19.892 -0.0148 0.0093 0.0356
O 7.185 2.9515 16.1353 0.0143 0.0188 0.021
O 14.2599 11.5069 24.2477 -0.0088 0.0164 0.0315
O 9.7397 12.6194 23.5973 -0.0002 0.0102 0.028
O 17.567 10.2222 20.5024 -0.0001 0.0101 0.0301
O 4.1467 8.7852 16.8481 -0.018 0.0038 0.0482
O 0.7668 7.8908 23.3289 -0.0049 -0.0058 0.044
O 6.5268 4.8018 21.2313 -0.0057 -0.0199 0.0397
O -5.3323 17.4916 23.739 -0.001 -0.0155 0.0361
O 6.9724 6.6996 25.8862 0.0093 0.0014 0.0261
O -0.0923 12.2529 29.0252 -0.0202 -0.0031 0.0386
O -5.4532 8.4583 21.9697 -0.0053 -0.0029 0.052
O 5.1407 8.4956 19.3199 0.0141 -0.0027 0.0385
O 12.4722 2.8876 27.9008 -0.0102 -0.0185 0.0338
O 11.7607 11.72 25.1652 0.0001 -0.0108 0.0335
O 13.7323 13.4698 25.6989 0.0025 0.0201 0.0471
O -8.5664 4.9892 24.0205 0.0127 0.0058 0.0507
O 2.5832 -1.0897 22.5469 0.0084 0.0079 0.0276
O 9.6202 7.9837 28.5423 0.0013 -0.0163 0.0479
O 9.536 13.7895 19.9233 0.0054 -0.0091 0.0308
O 3.7798 2.8849 30.8185 -0.0131 0.0142 0.0505
O 1.0877 9.128 25.5377 -0.0038 0.0121 0.0381
O -2.9387 8.9237 26.7426 0.0069 0.0082 0.0446
O 10.1448 10.1924 26.878 -0.0133 -0.0008 0.0313
O 7.2473 8.5514 24.1259 0.0153 -0.0063 0.033
O 5.9969 2.7875 26.2696 -0.016 -0.0046 0.0569
O 18.9878 0.1956 22.4115 0.0038 0.0002 0.0249
O 5.2246 11.0486 22.4975 -0.0185 -0.0032 0.0273
O 10.4223 11.7824 21.0778 -0.0055 -0.0127 0.0508
O 1.6504 11.0218 27.4491 -0.0041 0.0134 0.0461
O 5.088 12.7474 28.6959 -0.008 -0.0146 0.0447
O 2.6161 11.9261 29.5385 0.0186 0.0109 0.0366
O 17.4983 2.039 21.2778 0.001 0.0008 0.0259
O 8.2793 5.7632 29.3693 0.0013 0.0047 0.0236
O 12.1337 6.6261 25.6573 0.0048 -0.0064 0.0223
O 14.9683 16.9505 25.7261 -0.0145 -0.0053 0.0239
O 6.0901 14.1756 23.5082 -0.011 0.0073 0.0527
O 9.6181 7.6395 25.1565 -0.0096 0.0036 0.0243
O -1.9309 12.2968 30.8728 -0.0151 0.0169 0.0462
O 4.008 3.9369 27.6382 0.0098 -0.0129 0.0394
O 8.2164 3.5542 24.9997 -0.0168 0.0055 0.0372

Results
free energy: -134612.011 eV
free energy less fixed offsets of O -570.45, Si -639.56 eV per atom: 9.509 eV

The program warned: the cutoff lies below the one the program advises for these potential files; the forces do not sum to zero within the program's tolerance; empty levels may hold ghost states of the PAW files; the exchange-correlation potential is rough where the density is thin.
